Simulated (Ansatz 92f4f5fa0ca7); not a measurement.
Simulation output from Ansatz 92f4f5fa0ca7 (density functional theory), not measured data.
Periodic cell of 184 atoms, Si120O64, from a study of silicon, its oxide and their interface. The atomic structure is a simulated model.

Settings: functional r2SCAN; potential files Ansatz PAW; basis plane waves; wave-function cutoff 800 eV; density cutoff ratio 5; exchange-correlation grid ratio 1; k mesh 1 x 1 x 1, shifted by 0.5 0.5 0 of a step; self-consistency stop 1e-10 eV per atom in the density residual; occupations fixed; spin none; net charge 0.

Cell vectors (angstrom)
a	10.887	0	0
b	0	10.887	0
c	0	0	26.5067

Atoms and the computed forces on them: element, x, y, z (angstrom), force x, y, z (eV/angstrom)
Si	0.3419	-0.3956	0.1498	-0.0156	0.0266	-0.1261
Si	2.8521	2.4579	0.0307	-0.0217	0.0179	-0.1191
Si	-0.3507	5.6552	0.0371	0.0138	-0.0181	-0.1131
Si	2.5543	8.2831	-0.018	0.018	-0.0116	-0.114
Si	5.033	0.2373	0.1319	0.0127	-0.0215	-0.1089
Si	7.783	2.9657	0.0649	0.0169	-0.0206	-0.1306
Si	5.5671	5.1464	0.2188	-0.0215	0.016	-0.108
Si	8.2867	7.822	0.0542	-0.0236	0.0147	-0.1191
Si	1.3665	1.2762	1.4238	0.0022	-0.0001	0.0048
Si	4.0038	3.9653	1.4479	0.0008	-0.0021	0.0045
Si	1.3169	6.7548	1.302	-0.0004	0.0027	0.0073
Si	3.9971	9.4867	1.4196	-0.0013	0	0.0032
Si	6.7007	1.3456	1.3686	-0.0018	0.003	0.007
Si	9.4408	4.0481	1.3478	-0.0024	0.0016	0.0041
Si	6.7676	6.7311	1.4539	0.0015	-0.0011	0.0039
Si	9.4923	9.4289	1.3169	0.0021	-0.0022	0.0056
Si	-0.0457	2.6862	2.6811	0.0006	-0.0002	-0.0016
Si	2.6947	-0.0493	2.8361	0	0.0011	-0.0017
Si	-0.0186	8.1132	2.7322	-0.0001	0	-0.0021
Si	2.6563	5.4085	2.7039	-0.0004	0.0013	-0.003
Si	5.3963	2.662	2.8234	0.0019	-0.0007	-0.0026
Si	8.1335	-0.0349	2.6498	0.0001	0.0006	-0.0031
Si	5.4173	8.1546	2.7339	-0.0006	0.0007	-0.0026
Si	8.1381	5.3818	2.8039	0.0011	0.0003	-0.0015
Si	1.3129	4.051	4.0677	0.0002	0.0001	0.0006
Si	4.0683	1.3029	4.1732	-0.0008	0.0011	0.0002
Si	1.3071	9.4843	4.1265	0.0005	-0.0008	0.0001
Si	4.0363	6.7814	4.0621	0.0007	-0.0008	0.0009
Si	6.768	4.0436	4.1416	-0.0005	0.0004	0.001
Si	9.4798	1.3321	4.0427	0.0003	-0.0003	0.0008
Si	6.7965	9.5148	4.0704	0.0006	0.0002	0.0005
Si	9.5245	6.7592	4.1094	0.0001	0.0009	-0.0008
Si	-0.0401	-0.0022	5.434	-0.0006	0.0008	0.0009
Si	2.6939	2.7184	5.4464	-0.0001	0.0011	0.0011
Si	-0.004	5.4139	5.4708	0.0008	-0.0003	-0.0001
Si	2.7056	8.1405	5.46	0.0004	-0.0006	0.0006
Si	5.4611	-0.0341	5.491	0.0007	0	-0.0001
Si	8.1542	2.6884	5.461	0.0004	-0.0004	0.0004
Si	5.4117	5.4442	5.4408	-0.0004	0.0006	0.001
Si	8.1638	8.156	5.4285	-0.0002	0.0011	0.001
Si	1.3298	1.3653	6.7893	0.0002	0.0004	0.0007
Si	4.0708	4.0807	6.798	-0.0001	0	0.0009
Si	1.3603	6.7862	6.8271	0.0001	0.0001	0.0007
Si	4.0771	9.5015	6.8252	-0.0003	0	0.0009
Si	6.8106	1.3459	6.8415	0.0001	0.0003	0.0004
Si	9.5153	4.0629	6.8201	-0.0002	0	0.0007
Si	6.7898	6.8083	6.7821	0.0001	-0.0001	0.0001
Si	9.5166	9.5192	6.7958	0	-0.0001	0.0009
Si	0.0063	2.7239	8.1789	-0.0002	0.0003	0.0008
Si	2.711	0.0249	8.1398	0	0	0.0003
Si	0.0063	8.1839	8.1639	0.0002	0	0.0005
Si	2.7501	5.4472	8.1687	-0.0001	0.0003	0.0002
Si	5.4425	2.7403	8.1685	0.0003	0.0001	0.0006
Si	8.196	-0.0059	8.1711	0.0001	0.0004	0.0005
Si	5.4665	8.1625	8.1734	-0.0001	0.0005	0.0007
Si	8.1566	5.4631	8.1456	0.0002	0	0.0002
Si	1.3975	4.0896	9.5113	-0.0001	0.0007	0
Si	4.0745	1.3739	9.5125	0.0008	0	0.0003
Si	1.359	9.5774	9.5183	0.0004	-0.0005	0.0001
Si	4.1079	6.8129	9.5313	-0.0005	0.0006	0.0001
Si	6.8084	4.119	9.5217	0.0002	-0.0006	0.0002
Si	9.5461	1.3559	9.538	-0.0004	0.0008	0.0002
Si	6.8448	9.53	9.5172	-0.0001	0.0006	0
Si	9.5223	6.8251	9.5095	0.0006	0	0.0005
Si	0.0228	0.0359	10.9426	-0.0002	-0.0002	0.0006
Si	2.7371	2.7377	10.9021	0.0006	0.0008	0.0004
Si	0.045	5.4809	10.8214	0	-0.0002	-0.0003
Si	2.766	8.2423	10.8313	-0.0012	0.0003	-0.0006
Si	5.4831	0.0231	10.8271	0.0008	0.0006	-0.0003
Si	8.1831	2.7452	10.847	0.0006	0.0004	-0.0005
Si	5.4719	5.4789	10.9182	0	0.0001	-0.0001
Si	8.2071	8.2034	10.9102	0.0002	0.0002	-0.0001
Si	1.4004	1.3951	12.3109	0.0001	0.0008	-0.0027
Si	4.098	4.1046	12.2531	-0.0001	0.0001	-0.0026
Si	1.3689	6.9209	12.1396	0.003	-0.0005	-0.0011
Si	4.1705	9.5572	12.2027	0.0005	0.0015	-0.0024
Si	6.7871	1.4112	12.192	0.0006	-0.0012	-0.001
Si	9.624	4.0663	12.1488	-0.0015	0.0019	-0.0013
Si	6.8484	6.8591	12.2693	0.001	-0.0005	-0.0027
Si	9.5421	9.5735	12.317	0	0.0006	-0.0027
Si	0.036	2.7676	13.6714	0.0041	-0.0023	0.0061
Si	2.8675	0.059	13.58	-0.001	0	0.0048
Si	0.089	8.2458	13.646	-0.0032	0.0032	0.0072
Si	2.7197	5.5608	13.4595	0	-0.0007	0.0028
Si	5.4542	2.7505	13.6278	-0.0017	0.0021	0.0052
Si	8.1226	0.0838	13.598	0.0005	-0.0021	0.0048
Si	5.5009	8.2257	13.6639	0.003	-0.0013	0.0064
Si	8.2998	5.4594	13.4547	-0.0017	0.0015	0.0047
Si	1.1845	4.4893	14.8258	-0.0263	0.0109	-0.104
Si	4.3185	1.2315	15.0659	0.0308	-0.0216	-0.1181
Si	1.817	9.336	14.8727	0.0083	-0.0306	-0.1349
Si	3.9028	6.9965	14.8808	-0.011	0.0223	-0.1114
Si	7.1331	3.9268	14.7459	0.0152	-0.0233	-0.1005
Si	9.2509	1.6464	14.9275	-0.0177	0.0271	-0.1259
Si	6.561	9.8949	14.9956	-0.0246	0.0174	-0.1078
Si	9.809	6.6034	14.835	0.0232	-0.0185	-0.1079
Si	23.0081	-3.668	19.1006	-0.0049	0.0157	-0.2006
Si	30.1141	23.1451	23.9164	-0.0129	-0.027	-0.2555
Si	-19.546	37.1701	19.642	0.0315	-0.0191	-0.2741
Si	-24.7485	-24.6987	17.0297	-0.026	0.0015	-0.2654
Si	10.9888	11.2951	23.7132	0.0314	-0.0214	-0.2467
Si	41.4452	24.5182	19.791	0.0409	0.0087	-0.2524
Si	-21.9327	-17.5698	21.682	-0.0358	0.0011	-0.2814
Si	-1.3424	20.1624	22.057	-0.0043	-0.0436	-0.2365
Si	-4.711	37.0178	19.6693	-0.0089	0.0177	-0.2807
Si	4.3124	14.2604	21.4669	-0.0044	0.0289	-0.2256
Si	23.2197	-6.5759	24.3313	-0.0135	-0.0109	-0.2615
Si	12.2765	42.4724	17.8108	-0.0344	0.0404	-0.2593
Si	-2.2634	-4.3864	22.1558	0.0091	0.0004	-0.2118
Si	-17.9657	-26.2686	24.3598	0.0237	-0.0259	-0.2465
Si	-16.0156	-16.0643	16.9921	0.0025	0.0285	-0.2705
Si	-8.4841	24.5803	17.0565	0.0293	-0.0161	-0.2684
Si	40.0516	0.6699	21.4001	0.0157	0.0189	-0.232
Si	-4.0869	20.5299	24.5236	0.014	0.015	-0.2437
Si	2.799	20.3428	20.2876	-0.0655	-0.0364	-0.2649
Si	-8.0866	-10.1897	22.3663	0.0198	-0.0103	-0.2208
Si	5.0886	9.9231	22.0665	-0.0554	0.0086	-0.2277
Si	31.1451	7.6879	19.6844	-0.0044	0.013	-0.2841
Si	-0.2971	1.2816	17.6386	0.0201	-0.032	-0.2609
Si	-5.1035	-27.0887	22.3602	0.047	-0.0608	-0.2391
O	7.4336	8.3626	-1.2411	0.0417	-0.0486	0.1311
O	3.9718	12.2395	-0.4672	0.0007	0.0017	0.0598
O	-13.8519	1.4175	-6.4166	-0.0411	-0.0519	0.1233
O	4.0044	21.5917	-3.5181	0.0111	-0.0001	0.0903
O	-11.9671	2.3229	-7.9095	-0.0737	0.06	0.1629
O	2.1304	14.9476	-10.4292	0.0357	-0.0466	0.1384
O	-31.887	47.3138	-3.5626	0.0668	0.0034	0.1878
O	14.3247	2.1109	-4.5929	-0.0226	-0.043	0.0842
O	16.8087	0.0735	-5.3684	-0.0052	-0.0169	0.0868
O	-4.9338	-16.2036	-5.7718	-0.0162	0.0425	0.1691
O	7.3115	5.8577	-3.639	-0.0161	0.0013	0.0863
O	19.2604	-22.3259	-4.7394	0.005	0.0016	0.083
O	5.1431	4.0897	-3.8273	0.0109	0.0275	0.1098
O	10.6054	-4.1867	-7.1739	-0.0266	0.0005	0.0877
O	-10.8576	16.407	-11.1187	0.0022	0.0016	0.0568
O	-8.1512	20.864	-7.7825	0.0548	-0.0172	0.1657
O	4.2369	-1.8199	20.9566	0.0667	0.0197	0.1181
O	-19.6016	5.9295	18.8537	-0.0042	-0.0153	0.0863
O	7.3257	12.5661	22.6824	0.0259	0.0176	0.1527
O	-1.8758	-2.9504	22.8182	-0.005	0.0143	0.097
O	12.4779	0.9262	23.3919	-0.06	0.0033	0.1085
O	53.1476	24.9498	21.1199	0.0401	0.0282	0.1289
O	21.6275	9.8957	22.934	0.0309	0.0544	0.1116
O	-17.3402	38.9147	16.2377	0.0457	-0.0395	0.1297
O	3.3149	4.4853	20.826	0.0458	-0.0205	0.1269
O	20.7144	-9.453	23.2631	-0.0055	-0.0023	0.0904
O	-8.3141	5.4198	23.9754	-0.0017	0.0074	0.0871
O	9.4143	-25.9132	26.028	0.0012	0.0014	0.0609
O	16.4947	21.1962	25.3587	-0.0497	0.0438	0.1343
O	18.2076	9.2834	16.307	0.0466	-0.054	0.1269
O	22.5756	26.1115	20.3784	-0.065	-0.0082	0.144
O	9.0036	7.2373	16.0896	-0.055	0.044	0.1404
O	3.6167	1.9161	16.4007	-0.059	0.0474	0.1314
O	-0.9671	5.5257	22.1789	0.0027	0.0038	0.0847
O	13.1018	-11.0479	21.114	0.0096	0.0639	0.1385
O	11.0697	-10.9939	18.3457	0.0028	-0.0177	0.0918
O	-13.7884	-0.1351	24.4347	-0.02	-0.0258	0.0891
O	2.8297	19.0254	15.3423	-0.0067	0.0075	0.0581
O	10.0434	19.7465	20.5749	-0.007	0.0494	0.1567
O	-1.1973	0.941	16.3299	0.0464	-0.0128	0.1728
O	19.1653	24.19	25.1178	-0.0217	0.059	0.1694
O	-14.0448	-6.9551	19.381	0.0066	-0.0144	0.0863
O	3.2122	-3.1512	25.0663	-0.0389	0.0459	0.1282
O	6.1322	-1.68	23.0874	0.0532	-0.0102	0.1527
O	5.4027	3.0558	20.2882	-0.0333	-0.0204	0.114
O	-20.7091	-24.4376	17.8349	0.0056	-0.0457	0.1202
O	8.6409	19.2311	18.4086	0.066	-0.01	0.1975
O	-9.4579	31.1749	26.0785	0.0054	-0.0104	0.0596
O	12.7763	29.8787	20.3073	0.0319	0.0298	0.108
O	5.4361	-6.0202	18.3204	0.0166	-0.0652	0.2005
O	-9.3549	-0.7137	16.2433	-0.0171	0.013	0.1884
O	32.5071	11.2142	25.2925	0.0067	-0.0286	0.1904
O	0.2605	4.9844	25.1898	-0.0472	0.0436	0.14
O	26.4934	-4.2577	23.0119	-0.0659	0.0319	0.1381
O	11.931	1.962	17.0666	-0.0251	-0.0112	0.0915
O	17.5787	4.1073	26.1595	-0.0027	0.0032	0.0571
O	-2.7104	-8.073	15.3351	0.0047	-0.0049	0.0543
O	-8.7347	3.1365	25.2076	0.0451	-0.05	0.1381
O	-19.1379	3.3534	18.5619	-0.0043	0.0698	0.191
O	-6.0664	16.612	25.4083	0.0434	-0.033	0.1459
O	-16.3351	-10.7843	15.5256	-0.0012	-0.0002	0.0496
O	-4.1917	17.8516	17.3527	0.004	-0.005	0.0863
O	-4.3498	-6.1816	16.0202	-0.0428	0.0516	0.1421
O	-24.3415	28.629	20.5844	-0.0199	-0.0348	0.1534

Results
free energy: -113258.182 eV
free energy less fixed offsets of O -570.45, Si -639.56 eV per atom: -2.182 eV

The program warned: the cutoff lies below the one the program advises for these potential files; the forces do not sum to zero within the program's tolerance; empty levels may hold ghost states of the PAW files; the exchange-correlation potential is rough where the density is thin.
